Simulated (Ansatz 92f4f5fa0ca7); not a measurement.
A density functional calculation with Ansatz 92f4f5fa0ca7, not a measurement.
Periodic cell of 208 atoms, Si124O76B8, from a study of silicon, its oxide and their interface. The atomic structure is a simulated model.
Doubt: the cutoff is far below the 930 eV that the study's wrapper takes by default for these files, so forces and energies are approximate.
This geometry differs little from another in the collection (a relaxation step or a small displacement).

Settings
functional: PBE
potential files: Ansatz PAW
basis: plane waves
wave-function cutoff: 580 eV
density cutoff ratio: 5
exchange-correlation grid ratio: 1
k mesh: 1 x 1 x 1, Gamma-centred
self-consistency stop: 5e-08 eV per atom in the density residual
occupations: fixed
spin: none
net charge: 0

Cell vectors (angstrom)
a 10.938 0 0
b 0 10.938 0
c 0 0 31.4383

Atoms: element, x, y, z (angstrom)
B 10.1881 0.7239 24.899
Si 6.1016 10.5639 24.1616
B 1.684 3.2127 25.0676
B 9.0311 2.0513 24.9327
B 0.5303 4.5238 24.9607
Si 4.5166 5.4951 23.9028
Si 3.203 7.5807 24.06
Si 7.6579 8.6998 24.0823
Si 1.2192 1.2313 25.1461
Si 7.0874 1.4734 25.358
Si 3.6661 3.846 25.4255
Si 9.5239 4.0379 25.1209
Si 1.2444 6.554 25.2077
Si 6.6433 6.7079 25.1188
Si 4.1695 9.4835 25.2838
Si 9.5875 9.6965 25.2225
Si 2.7314 -0.0318 26.5784
Si 8.2333 -0.0333 26.7569
Si 0.0105 2.7688 26.6154
Si 5.4562 2.7316 26.6095
Si 2.7184 5.5311 26.7576
Si 8.1622 5.4658 26.5355
Si 0.0071 8.1774 26.5419
Si 5.5046 8.141 26.6735
Si 4.1018 1.3673 28.02
Si 9.5708 1.3673 28.02
Si 1.3673 4.1018 28.02
Si 6.8362 4.1018 28.02
Si 4.1018 6.8362 28.02
Si 9.5708 6.8362 28.02
Si 1.3673 9.5708 28.02
Si 6.8362 9.5708 28.02
Si 0 0 29.3873
Si 5.469 0 29.3873
Si 2.7345 2.7345 29.3873
Si 8.2035 2.7345 29.3873
Si 0 5.469 29.3873
Si 5.469 5.469 29.3873
Si 2.7345 8.2035 29.3873
Si 8.2035 8.2035 29.3873
Si 1.3673 1.3673 30.7545
Si 6.8362 1.3673 30.7545
Si 4.1018 4.1018 30.7545
Si 9.5708 4.1018 30.7545
Si 1.3673 6.8362 30.7545
Si 6.8362 6.8362 30.7545
Si 4.1018 9.5708 30.7545
Si 9.5708 9.5708 30.7545
Si 2.7345 0 0.6835
Si 8.2035 0 0.6835
Si 0 2.7345 0.6835
Si 5.469 2.7345 0.6835
Si 2.7345 5.469 0.6835
Si 8.2035 5.469 0.6835
Si 0 8.2035 0.6835
Si 5.469 8.2035 0.6835
Si 4.1018 1.3673 2.0507
Si 9.5708 1.3673 2.0507
Si 1.3673 4.1018 2.0507
Si 6.8362 4.1018 2.0507
Si 4.1018 6.8362 2.0507
Si 9.5708 6.8362 2.0507
Si 1.3673 9.5708 2.0507
Si 6.8362 9.5708 2.0507
Si 0 0 3.418
Si 5.469 0 3.418
Si 2.7345 2.7345 3.418
Si 8.2035 2.7345 3.418
Si 0 5.469 3.418
Si 5.469 5.469 3.418
Si 2.7345 8.2035 3.418
Si 8.2035 8.2035 3.418
Si 1.3497 1.3739 4.8834
Si 6.8174 1.3626 4.7018
Si 4.1392 4.1497 4.8788
Si 9.5458 4.0684 4.7473
Si 1.3553 6.831 4.6655
Si 6.8404 6.8556 4.8931
Si 4.031 9.5774 4.7431
Si 9.5831 9.6163 4.9129
Si 2.7832 0.0081 6.257
Si 8.2914 0.3201 6.2321
Si -0.0337 2.8147 6.2494
Si 5.784 2.902 6.1624
Si 2.891 5.8108 6.1279
Si 8.3133 5.453 6.2417
Si 0.332 8.3458 6.1476
Si 5.407 8.3292 6.2118
Si 4.566 1.2186 7.445
B 8.9639 2.2723 6.6467
Si 1.1684 4.6672 7.3639
B 7.7481 3.5267 6.6263
B 3.4998 7.7626 6.6027
Si 10.2821 6.4573 7.3442
B 2.2654 8.9944 6.6145
Si 6.3421 10.2611 7.4027
O 3.7873 1.9711 8.7575
O 6.7838 9.4185 8.77
O 9.5735 7.0476 8.7305
O 1.9354 4.0035 8.711
O 3.3393 8.3312 22.5592
O 4.322 4.8015 22.3562
O 6.0056 0.2164 22.6143
O 7.8915 8.4627 22.4593
Si 9.5171 -0.1315 16.9113
Si 4.6477 3.911 21.0024
Si 5.4966 -0.1023 17.0805
Si 10.6735 2.2649 15.418
Si 9.2178 2.3458 12.5635
Si 1.4843 7.8689 11.7037
Si 8.7402 9.6665 14.264
Si 8.9019 4.3883 16.801
Si 8.8958 6.4472 14.5056
Si 1.7626 5.9922 16.395
Si 6.8347 0.2372 12.526
Si 2.4226 2.5704 18.9836
Si 7.7378 10.7172 19.2095
Si 5.164 2.4575 13.7805
Si 0.1852 4.503 18.7402
Si 0.6396 10.4643 13.3084
Si 2.9824 8.0523 20.996
Si 5.0578 4.672 11.481
Si 3.4873 -0.2026 19.4499
Si 4.9042 6.0613 16.7649
Si 5.8464 1.019 21.2251
Si 8.173 8.0685 20.9209
Si 8.0074 5.2369 12.0167
Si 2.787 2.0926 15.8881
Si 9.5588 7.3771 10.3145
Si 6.8793 9.0959 10.3526
Si 2.2694 10.0062 15.8747
Si 4.7709 8.566 14.978
Si 0.4985 8.4925 17.4488
Si 5.5747 6.4865 19.7493
Si 6.1873 3.0827 16.3324
Si 0.17 7.004 20.277
Si 1.0148 2.417 11.9871
Si 0.874 5.3351 13.5509
Si 3.0283 3.1665 9.6019
Si 4.515 7.6676 11.8946
O 10.2937 5.8011 13.9495
O 4.9158 3.4675 12.5554
O 4.1879 7.1582 20.3272
O 9.114 6.0155 11.106
O 3.8676 2.5895 14.7709
O 6.5168 10.5158 11.0805
O 1.3348 2.4762 15.2845
O 0.3527 7.7901 18.8773
O 6.9374 7.1365 20.3771
O 9.9547 10.2194 13.2972
O 7.6181 3.4135 17.029
O 1.0138 10.2115 14.8696
O 0.1748 7.7943 10.6991
O 8.0011 1.3344 12.2689
O 1.2405 0.977 12.7959
O 0.8581 3.0568 19.0943
O 5.6825 1.5608 16.8545
O 1.0907 5.0576 17.5218
O 3.0408 0.4878 15.9103
O 4.1779 10.4871 17.9954
O 5.5125 2.5994 21.4649
O 4.8016 8.4551 13.3274
O 5.2867 4.4642 16.5572
O 8.9404 0.4342 18.3278
O 1.6939 9.6014 17.3519
O 4.5061 6.0511 12.146
O 3.1941 8.7893 15.3338
O 1.3368 9.2902 12.46
O 9.5472 4.5795 18.2908
O 2.9592 2.7043 17.4124
O 10.5408 1.0538 16.4875
O 6.6746 10.2784 18.0598
O 4.6272 0.2945 20.4719
O 6.4267 2.9286 14.7162
O 10.0508 3.6517 15.9385
O 2.822 9.4005 20.0944
O 8.552 5.7789 15.9829
O 4.1813 4.2061 10.1756
O 8.4102 8.5252 10.6374
O 7.1821 0.8777 20.284
O 7.3587 9.9311 13.4476
O 8.9498 8.0801 14.6141
O 3.3682 3.4104 20.0615
O 9.8879 1.9872 14.0194
O 1.4634 6.4961 12.5791
O 8.6271 3.837 12.5253
O 5.7293 8.0308 10.8501
O 7.7305 6.0959 13.3947
O 10.0748 9.3001 17.1587
O 8.2624 9.3989 19.9936
O 0.2671 5.3941 20.0907
O 0.8397 7.3505 16.3275
O 1.008 3.8523 12.8404
O 8.5353 10.5684 15.6243
O 2.1705 2.5019 10.8459
O 9.6483 7.348 20.9097
O 5.5732 4.8846 20.0763
O 3.0512 7.9839 11.1761
O 10.4096 2.2494 11.4311
O 1.7768 5.3197 14.9159
O 3.2866 6.2017 16.9096
O 5.3257 7.1257 15.5693
O 5.5018 9.8738 15.7227
O 5.6121 6.6298 18.1246
O 6.6479 4.9365 11.1503
O 5.5099 0.9694 13.1731
O 2.3739 0.9848 19.3646
O 1.4949 7.3773 21.1439

Results
free energy: -123285.449 eV
free energy less fixed offsets of B -154.04, O -568.88, Si -635.61 eV per atom: -2.609 eV

Forces (eV/angstrom), in the order of the atoms: element, x, y, z
B 0.0944 -0.1165 0.0235
Si -0.0108 0.0076 0.0762
B 0.0356 -0.1715 -0.0127
B -0.1 0.0978 0.0145
B 0.0917 0.2324 0.0521
Si -0.0101 -0.0435 0.0224
Si -0.0121 0.0357 0.0242
Si -0.0076 -0.0219 0.0439
Si -0.117 0.1662 0.1482
Si -0.0537 -0.0592 -0.0162
Si 0.0211 0.0963 0.0115
Si 0.0105 -0.2215 0.1466
Si -0.0002 -0.1472 0.0371
Si 0.0044 0.0098 -0.0351
Si 0.0152 -0.0033 -0.0324
Si -0.0129 0.0268 -0.0041
Si -0.0438 0.0382 -0.0474
Si 0.0751 0.0754 -0.0827
Si 0.0177 0.0534 -0.0911
Si -0.0247 0.001 -0.0216
Si -0.0858 -0.0685 -0.1011
Si 0.0548 -0.013 -0.0503
Si 0.0112 -0.0047 -0.0057
Si -0.0036 0.0063 -0.0404
Si -0.0062 -0.2531 -0.465
Si 0.3401 0.0336 0.6753
Si 0.095 0.3397 0.6665
Si -0.2118 0.1194 -0.5135
Si 0.3441 0.3536 0.6585
Si -0.2255 0.0695 -0.8078
Si -0.0804 -0.335 -0.6052
Si -0.057 -0.4839 0.5282
Si 0.1438 0.1914 -0.0311
Si -0.0924 -0.0921 -0.0518
Si -0.082 -0.0679 -0.0896
Si 0.1093 0.1098 -0.0917
Si -0.1079 -0.1884 -0.0477
Si 0.0665 0.1293 0.0027
Si 0.1077 0.0426 -0.0165
Si -0.0458 0.0334 -0.035
Si 0.0404 -0.0779 -0.012
Si -0.0522 -0.1198 -0.0127
Si -0.0306 -0.047 -0.0166
Si -0.0767 0.0667 0.0543
Si -0.0211 0.0102 -0.0096
Si 0.0019 -0.0562 -0.0037
Si -0.0707 -0.0231 0.0662
Si -0.1242 -0.1425 -0.0048
Si -0.0103 0.1627 -0.0177
Si 0.0924 0.0854 -0.0161
Si 0.1143 -0.0411 -0.0584
Si 0.0428 0.0749 0.0029
Si 0.0614 0.0679 -0.0112
Si -0.0369 0.1206 -0.028
Si 0.066 0.0985 -0.0019
Si 0.1265 -0.0298 -0.0607
Si -0.0669 -0.1433 0.0768
Si -0.0512 0.0682 0.0657
Si -0.1202 -0.0799 0.0726
Si 0.096 0.0169 0.0712
Si 0.0148 0.1382 0.0725
Si -0.0845 -0.132 0.077
Si 0.096 -0.1057 0.052
Si -0.1404 -0.0915 0.0845
Si -0.0131 0.0935 0.6057
Si -0.1619 -0.1001 -0.5904
Si 0.1622 0.1881 0.8663
Si -0.1824 -0.2464 -0.8215
Si -0.2234 -0.1717 -0.7028
Si 0.2101 0.1942 0.5093
Si -0.2043 -0.0436 -1.0508
Si 0.197 0.2347 0.8771
Si -0.0162 -0.0047 0.0337
Si 0.0192 0.0079 0.1189
Si 0.0509 0.0396 0.0284
Si -0.0926 -0.083 0.1994
Si 0.0305 0.025 0.1314
Si -0.0133 -0.0105 0.0389
Si -0.0803 -0.0985 0.1896
Si 0.0418 0.0326 0.0279
Si 0.0223 0.0036 -0.0133
Si -0.0391 0.0877 -0.0685
Si 0.0192 0.0276 -0.0063
Si 0.0426 -0.0579 -0.0433
Si -0.0684 0.0653 -0.0762
Si 0.0019 -0.0437 -0.0334
Si 0.054 -0.0552 -0.0572
Si -0.03 0.0006 -0.0376
Si -0.0331 0.0595 -0.0238
B 0.0671 -0.0721 -0.1039
Si 0.0498 -0.0441 -0.0166
B -0.0537 0.1038 -0.1017
B 0.0989 -0.0404 -0.0913
Si -0.0445 0.0532 -0.0065
B -0.0581 0.0615 -0.1013
Si 0.0425 -0.0392 -0.0124
O -0.0033 0.0006 0.02
O -0.018 -0.0089 0.0116
O 0.0018 -0.0113 0.0155
O -0.0053 -0.0008 0.0122
O 0.0084 -0.0007 -0.0049
O 0.0089 0.0258 0.027
O 0.0044 -0.0012 0.0073
O 0.0156 -0.0052 0.0029
Si -0.0004 0.0017 0.0006
Si -0.0049 -0.024 0.0185
Si 0.0003 -0.0013 0.0008
Si 0.0037 -0.0022 0.004
Si -0.0084 0.0049 0.0039
Si 0.0115 0.0051 0.0059
Si 0.0013 -0.0022 0.0107
Si -0.0034 0.0018 0.0011
Si -0.0017 0.0012 0.0076
Si 0.0058 0.0015 -0.0056
Si -0.002 0.0067 0.017
Si 0.009 -0.0019 0.0206
Si -0.002 0.0044 0.0094
Si 0.0049 0.0049 -0.0026
Si -0.0005 0.0002 0.0107
Si 0.0035 -0.0068 0.0064
Si -0.0018 0.0015 0.0346
Si 0.0129 -0.0075 0.0043
Si -0.0047 -0.0014 0.0143
Si 0.0027 0.0042 0.0071
Si -0.0116 0.0117 0.014
Si 0.0014 -0.0139 -0.0004
Si -0.0132 -0.0065 0.0035
Si 0.0024 0.002 0.0012
Si 0.0071 -0.0115 -0.0108
Si -0.0057 -0.0014 -0.0062
Si 0.007 -0.0029 0
Si -0.0033 -0.0011 0.0028
Si -0.0008 -0.0033 0.0056
Si -0.0033 0.0032 -0.0064
Si 0.002 0.0017 -0.0007
Si -0.0023 -0.0025 0.0188
Si 0.0004 0.0033 0.0085
Si 0.0008 0.0036 0.0092
Si 0.0081 -0.0066 -0.0176
Si -0.0067 -0.0051 0.0037
O 0.0029 -0.0014 -0.0051
O -0.0035 0.0012 0.0006
O -0.0008 0.0001 -0.0061
O 0.0057 0.0111 -0.0035
O 0.0013 0.0005 -0.0005
O 0.0011 0.0001 -0.005
O -0.0014 0 0.0011
O -0.0004 0.0035 -0.0082
O 0.0038 0.0075 0.0043
O 0.0064 -0.0005 -0.0008
O -0.0013 0.0013 -0.003
O 0.0027 0.0011 -0.0108
O -0.0006 -0.0022 -0.0005
O 0.0062 0.0038 -0.0009
O -0.0016 0.0003 -0.0057
O 0.0011 0.0042 -0.0077
O 0.0001 0.0026 -0.0008
O -0.0011 -0.0015 -0.0021
O -0.001 -0.0009 -0.0009
O 0.0034 0.0012 -0.0029
O -0.0022 0.0081 -0.0115
O 0.0027 -0.0005 -0.0026
O 0.0025 -0.0027 -0.0029
O 0.0061 -0.0026 -0.0074
O -0.0021 -0.0014 -0.0051
O 0.0038 0.0081 -0.0064
O 0.0007 0.0045 -0.0016
O -0.0094 0.0026 0.0034
O 0.0022 0.002 -0.004
O 0.0007 -0.001 -0.0004
O -0.0033 0.0032 -0.0042
O -0.0016 0.0001 -0.0004
O 0.0081 -0.0012 -0.0064
O -0.0014 -0.0012 -0.0016
O 0.0017 -0.0024 -0.0022
O 0.0062 0.0035 -0.0088
O 0.0039 -0.0006 -0.0021
O -0.0075 -0.0052 -0.0011
O -0.0056 0.002 0.0039
O -0.0017 -0.0036 -0.0037
O 0.0018 0.0011 -0.0055
O -0.0003 0.0021 -0.0063
O 0.0054 0.0059 -0.014
O -0.0026 0.002 -0.0047
O -0.0024 0.0066 -0.0046
O 0.0052 -0.0058 -0.0014
O 0.0091 0.0064 -0.0057
O 0.0038 0.0015 -0.0053
O 0.0016 0.0015 -0.0001
O -0.0021 -0.0026 -0.0011
O -0.0002 0.004 -0.0196
O 0.0007 0.0004 0.0007
O 0.0013 -0.0064 -0.0057
O 0.0033 0.0026 -0.0011
O 0.0129 0.0076 -0.0045
O -0.0041 0.0014 -0.0039
O -0.0032 -0.0017 -0.0015
O -0.004 0.0017 0.009
O 0.0016 0.0002 0.0015
O -0.0038 0.0009 -0.004
O -0.0026 0.0014 -0.0014
O -0.0002 0.0013 -0.0028
O 0.0008 0.0016 -0.0013
O -0.001 -0.0002 -0.0038
O -0.0015 0.0008 0.0004
O 0.0047 -0.0039 -0.0062
O 0.0073 0.0006 -0.0131
O 0.0045 0.0018 -0.0037

The program warned: the cutoff lies below the one the program advises for these potential files; the exchange-correlation potential is rough where the density is thin.
